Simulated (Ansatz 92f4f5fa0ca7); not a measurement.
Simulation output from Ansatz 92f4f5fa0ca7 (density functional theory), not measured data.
Periodic cell of 226 atoms, Si134O92, from a study of silicon, its oxide and their interface. The atomic structure is a simulated model.
Doubt: the cutoff is far below the 930 eV that the study's wrapper takes by default for these files, so forces and energies are approximate.

Settings
functional: PBE
potential files: Ansatz PAW
basis: plane waves
wave-function cutoff: 580 eV
density cutoff ratio: 5
exchange-correlation grid ratio: 1
k mesh: 1 x 1 x 1, Gamma-centred
self-consistency stop: 5e-08 eV per atom in the density residual
occupations: fixed
spin: none
net charge: 0

Cell vectors (angstrom)
a	10.938	0	0
b	0	10.938	0
c	0	0	32.5461

Atoms and the computed forces on them: element, x, y, z (angstrom), force x, y, z (eV/angstrom)
Si	0.2117	-0.2948	24.921	-0.0034	-0.0101	-0.0275
Si	5.5986	-0.2826	25.0447	-0.0108	0.0073	-0.0104
Si	2.6396	2.9248	24.9745	0.0067	-0.0217	-0.012
Si	8.2846	2.9701	24.0435	-0.0102	0.0037	0.0003
Si	0.5644	5.272	24.9041	0.0361	0.0162	-0.0061
Si	4.8599	5.9227	25.1158	-0.0028	-0.0138	-0.0061
Si	3.1973	7.6417	25.2823	-0.0086	-0.0036	-0.0104
Si	7.5828	8.18	24.685	0.0071	0.0103	0.0036
Si	1.4121	1.3191	26.2244	0.0204	0.0126	0.0122
Si	6.8116	1.2319	26.3308	0.0049	0.0046	0.0112
Si	4.155	4.0487	26.3637	0.0021	0.006	0.004
Si	10.1048	3.9039	26.0916	-0.0115	-0.0225	0.0217
Si	1.4677	6.7393	26.4969	-0.0055	-0.0071	0.0165
Si	6.5897	6.8545	26.3638	-0.0051	0.0166	0.0072
Si	4.054	9.5141	26.3758	0.007	0.0068	0.014
Si	9.8055	9.502	26.4625	-0.0155	0.0018	0.0148
Si	2.7272	-0.0067	27.7001	-0.007	0.0025	0.0036
Si	8.2922	-0.039	27.7153	-0.0002	-0.0127	0.0068
Si	0.1268	2.6044	27.7605	0.0007	0.0029	0.0135
Si	5.5382	2.6954	27.7254	-0.0033	0.0044	0.0077
Si	2.7968	5.3614	27.8149	-0.003	0.0083	0.0024
Si	8.023	5.5968	27.7501	0.0059	0.0001	0.0279
Si	0.0955	8.1099	27.8295	0.0119	-0.0098	0.0045
Si	5.4283	8.2706	27.8022	0.0087	-0.0041	0
Si	4.1018	1.3673	29.1278	0.0252	-0.0706	-0.4507
Si	9.5708	1.3673	29.1278	0.1328	-0.1629	-0.1105
Si	1.3673	4.1018	29.1278	0.1467	-0.5258	0.261
Si	6.8362	4.1018	29.1278	-0.2096	0.0848	0.1391
Si	4.1018	6.8362	29.1278	0.015	-0.0553	0.1622
Si	9.5708	6.8362	29.1278	-0.2577	-0.2272	-0.0821
Si	1.3673	9.5708	29.1278	0.3192	0.1539	0.0834
Si	6.8362	9.5708	29.1278	0.3049	0.262	-0.0386
Si	0	0	30.4951	-0.0665	0.0403	0.0042
Si	5.469	0	30.4951	0.0741	0.0282	-0.0255
Si	2.7345	2.7345	30.4951	-0.1237	0.0407	0.0721
Si	8.2035	2.7345	30.4951	0.0741	0.1066	-0.0616
Si	0	5.469	30.4951	-0.2157	-0.1578	-0.0202
Si	5.469	5.469	30.4951	-0.0559	-0.0199	0.0522
Si	2.7345	8.2035	30.4951	0.012	0.0402	0.014
Si	8.2035	8.2035	30.4951	0.0204	0.0999	0.0324
Si	1.3673	1.3673	31.8623	0.0601	-0.0706	-0.0008
Si	6.8362	1.3673	31.8623	-0.0316	-0.0054	-0.0336
Si	4.1018	4.1018	31.8623	0.0384	0.0183	0.0137
Si	9.5708	4.1018	31.8623	0.0406	-0.0532	-0.0073
Si	1.3673	6.8362	31.8623	0.0188	0.0653	-0.0345
Si	6.8362	6.8362	31.8623	0.0147	-0.0579	-0.0166
Si	4.1018	9.5708	31.8623	0.0258	-0.0554	-0.0126
Si	9.5708	9.5708	31.8623	0.0214	-0.0005	0.0024
Si	2.7345	0	0.6835	-0.0157	-0.0041	0.0117
Si	8.2035	0	0.6835	-0.0332	0.0299	0.0082
Si	0	2.7345	0.6835	-0.0371	0.0509	0.0077
Si	5.469	2.7345	0.6835	0.0301	0.0235	0.0164
Si	2.7345	5.469	0.6835	-0.0585	-0.0278	0.0064
Si	8.2035	5.469	0.6835	0.017	0.0188	0.0158
Si	0	8.2035	0.6835	-0.0381	-0.0274	0.0249
Si	5.469	8.2035	0.6835	-0.0108	0.0596	0.003
Si	4.1018	1.3673	2.0507	0.0264	0.0085	0.0061
Si	9.5708	1.3673	2.0507	0.0243	-0.0709	0.0079
Si	1.3673	4.1018	2.0507	0.0357	-0.0377	0.0009
Si	6.8362	4.1018	2.0507	-0.0315	-0.0223	0.0205
Si	4.1018	6.8362	2.0507	0.0638	-0.0121	0.0023
Si	9.5708	6.8362	2.0507	-0.0286	0.0122	0.0084
Si	1.3673	9.5708	2.0507	0.0359	0.024	0.0042
Si	6.8362	9.5708	2.0507	0.0614	-0.0234	0.0142
Si	0	0	3.418	0.0358	0.1591	-0.2592
Si	5.469	0	3.418	-0.0783	0.0732	0.0635
Si	2.7345	2.7345	3.418	-0.095	0.1539	-0.295
Si	8.2035	2.7345	3.418	-0.0293	0.1065	0.2343
Si	0	5.469	3.418	-0.0223	0.0324	0.2147
Si	5.469	5.469	3.418	-0.1513	-0.0243	-0.1541
Si	2.7345	8.2035	3.418	-0.056	0.0368	0.2658
Si	8.2035	8.2035	3.418	0.0135	-0.0238	-0.4603
Si	1.3425	1.4148	4.7615	-0.0052	0.0037	0.0006
Si	6.8008	1.3941	4.7989	0.0046	-0.0046	-0.0037
Si	4.0408	4.1425	4.7737	-0.0059	0.0092	0.0016
Si	9.5614	4.1209	4.8188	-0.0016	-0.0019	-0.0044
Si	1.3545	6.8445	4.8219	0.0001	-0.0003	-0.0034
Si	6.8301	6.8524	4.7388	-0.0017	0.003	0.0037
Si	4.0803	9.6063	4.805	0.0014	-0.0022	-0.0042
Si	9.5758	9.5641	4.7294	0.0029	-0.0064	-0.0058
Si	2.6982	0.0807	6.1441	-0.005	0.0042	0.0017
Si	8.2184	-0.0136	6.0687	-0.0056	-0.0007	0.008
Si	0.0227	2.7819	6.1964	0.0087	-0.0057	0.0056
Si	5.3849	2.7823	6.1391	-0.0019	0.007	-0.0001
Si	2.6957	5.4849	6.2367	0.0065	-0.0079	0.006
Si	8.1869	5.5322	6.1477	-0.0091	0.0057	-0.0025
Si	-0.0177	8.2449	6.1542	-0.0051	0.0029	0.0013
Si	5.4778	8.2115	6.1082	0.0061	-0.009	0.0026
Si	3.7777	1.6862	7.5066	-0.0062	-0.0005	0.0169
Si	9.8054	1.1122	7.3715	-0.0106	0.0115	0.02
Si	1.534	3.9379	7.6548	-0.006	0.0069	-0.009
Si	6.5266	4.4153	7.377	-0.0058	0.0077	0.0125
Si	4.3371	6.6684	7.4656	0.0011	0.0011	-0.0026
Si	9.3253	7.1266	7.4883	-0.0045	0.0085	0.0163
Si	1.1206	9.8662	7.446	-0.0006	-0.0023	0.0088
Si	7.0889	9.3437	7.3904	0.0029	-0.0032	0.0233
O	5.4407	5.5299	7.9542	0.0093	-0.0105	-0.0045
O	-0.0271	0.0171	7.9483	0.0037	-0.0005	0.0005
O	2.6751	2.7988	8.0843	0.0116	-0.0139	-0.0044
O	8.1915	8.2429	7.9651	-0.0045	0.0034	-0.0076
O	1.3024	9.763	24.0061	-0.0075	0.002	0.0008
O	7.3765	2.004	24.9695	0.0019	-0.0018	-0.0075
O	6.6734	9.5395	24.4765	0.0085	-0.0145	-0.0004
O	1.7681	4.2087	24.4285	-0.0167	0.0091	0.004
O	6.3737	10.0403	8.6899	0.0072	0.0006	-0.0157
O	0.8529	4.5779	9.0438	0.0065	-0.0052	-0.0004
O	1.8415	9.2773	8.8008	-0.0061	0.0052	-0.0022
O	7.1887	3.7143	8.6954	-0.0034	0.0015	-0.0002
O	9.995	6.5129	8.8595	-0.0061	0.0066	-0.0076
O	4.4237	0.9437	8.8281	-0.0064	0.0063	-0.0043
O	3.7739	7.4153	8.8241	0.0024	-0.0047	-0.0033
O	9.0553	1.7664	8.669	-0.0004	-0.0083	-0.0148
O	4.4266	1.4019	21.3035	-0.0011	-0.0001	-0.0017
O	9.7314	2.9695	24.7709	0.0143	0.0016	-0.0103
O	8.7313	4.5952	26.6416	-0.0024	0.0034	-0.0067
O	5.5746	3.1383	22.8362	0.0009	0.0033	-0.0008
O	9.0446	8.4851	25.3882	-0.0076	0.0047	-0.0039
O	3.1788	2.2425	23.5702	-0.0237	0.0201	0.0233
O	5.3001	5.7041	23.5016	-0.0088	0.0041	0.0133
O	9.8895	0.0846	23.8945	0.0054	-0.0007	0.0037
Si	4.7291	9.1671	16.1339	-0.0001	-0.0013	0.0001
Si	4.3681	9.4458	11.8673	0.0005	-0.0023	-0.0079
Si	4.6632	14.6985	17.7778	0.0025	0.0019	-0.0017
Si	1.5207	10.1718	18.9376	-0.0005	-0.0027	-0.0018
Si	8.3423	7.0069	17.7531	0.0009	0.0024	-0.0031
Si	1.0896	5.026	15.2246	-0.0004	-0.0005	0.0048
Si	6.6169	6.3573	20.4359	-0.0031	-0.0053	-0.0046
Si	4.5869	1.837	22.8703	0.004	0.0065	0.0007
Si	-0.7005	5.308	12.8531	-0.0005	0.0037	-0.0007
Si	0.0898	1.3889	20.3969	0.0043	-0.0004	0.0015
Si	5.3521	1.7524	20.0002	-0.0018	0.0006	0.0006
Si	7.8749	2.497	9.4994	0.0117	0.0022	-0.0139
Si	8.9735	2.6392	12.2318	0.002	-0.0055	-0.0046
Si	11.1753	5.9145	9.8146	-0.0039	0.0005	-0.0157
Si	-6.4047	10.07	18.7739	-0.0016	-0.0023	-0.0012
Si	3.0646	8.5478	20.6714	0	0.0036	-0.0116
Si	9.6092	-0.3887	22.3477	-0.0014	0.0001	-0.0024
Si	2.5554	8.1002	9.6714	0.0003	-0.0012	-0.0193
Si	10.1257	4.5499	17.7103	-0.0049	0.0009	-0.0016
Si	3.5986	5.8183	19.5676	0.0014	-0.0076	-0.007
Si	6.3225	4.5903	22.8601	0.0054	-0.0091	-0.0019
Si	11.3857	-1.7876	14.56	-0.0013	0.0006	0.002
Si	2.5782	2.4775	15.7085	-0.0017	-0.0029	0.0024
Si	10.1923	9.2575	17.1693	-0.0015	0.0002	0.0037
Si	2.6856	7.3829	14.987	-0.0017	0.0025	0.0022
Si	-2.6837	1.738	21.1364	0.0006	-0.0021	0.0037
Si	7.8596	5.9639	14.7479	-0.0017	0.0003	0.004
Si	-1.2945	11.2003	13.499	0.0015	-0.0034	-0.0013
Si	10.9079	6.0769	22.7541	0.0069	0.009	-0.0125
Si	7.5602	3.4271	16.451	-0.0004	0.0011	0.0022
Si	1.0487	4.1907	20.3485	0.0014	-0.0034	-0.0043
Si	7.1689	1.408	14.2406	-0.0005	-0.0015	0.0021
Si	5.389	7.4604	13.8286	0.0013	-0.0023	0.0013
Si	4.2481	0.4342	14.2633	-0.0031	0.006	0.0059
Si	8.3613	7.7339	22.5083	-0.0027	0.0035	0.0065
Si	2.0246	8.371	23.4512	-0.0039	-0.0011	0.0172
Si	5.6883	0.2606	9.5968	0.0061	-0.0109	-0.0172
Si	11.2038	0.6724	15.8766	-0.0013	-0.0016	0.0021
O	10.8845	0.2404	21.546	-0.0017	-0.002	0.0053
O	-0.0812	15.5191	16.2518	-0.0005	0.0002	0.0004
O	8.2229	0.2049	21.7033	0.0005	0	0.0016
O	10.0855	10.8883	16.8659	0.0011	0.0009	0.0012
O	4.0137	5.2502	18.0719	-0.0003	0.0024	0.0038
O	3.1131	12.4984	14.4799	0.0017	-0.0032	0.0001
O	8.5676	3.2016	10.7774	-0.0068	-0.0065	-0.0035
O	1.0309	2.6365	20.8629	0	0.0009	0.0015
O	7.8468	4.4085	15.1904	-0.0004	0.0008	0.0006
O	8.5229	2.6165	22.477	-0.0008	0.0018	0.0023
O	9.4205	8.9519	22.1831	-0.004	-0.0016	-0.0007
O	6.5143	6.3071	13.8873	-0.0002	0.0009	0.0026
O	3.1501	8.7626	11.0316	0.001	0.0001	0.0065
O	-7.0434	6.8122	14.0463	0.0009	0	0.0007
O	7.6475	2.5282	13.1615	-0.0004	0.0032	0.0022
O	3.1844	8.4825	22.2884	-0.0022	0.0003	0.011
O	9.9822	3.7066	12.8972	-0.0006	-0.0004	0.0019
O	5.1453	0.555	23.6978	0.0116	-0.0224	0.0173
O	-0.4929	8.4749	15.7347	0.0004	-0.0002	0.0003
O	-1.4338	1.9364	20.0965	-0.0039	0.0006	0.0029
O	-5.6338	9.1609	17.6522	-0.0024	0.002	0.0025
O	8.8749	-2.3676	17.8699	-0.0006	0.0004	0.0013
O	3.7651	10.272	13.153	-0.0013	-0.0014	0.0018
O	7.5437	4.4364	23.9514	0.0003	0.0051	-0.0007
O	7.345	1.9427	15.7878	-0.0013	-0.0014	-0.0003
O	1.791	9.5216	20.3986	0.0016	0.0013	0.0058
O	-0.5144	9.7651	13.3701	-0.0009	0.0011	0.0035
O	-0.4274	5.7032	11.2923	0.0011	0.0006	0.0031
O	14.672	2.8696	16.7827	0.0013	-0.0016	0.0038
O	11.7118	0.6728	19.105	-0.0015	0.0025	0.0017
O	4.5155	10.7184	15.7263	-0.0009	0	-0.0011
O	5.3864	8.2773	12.4126	-0.0013	0.0023	0.0028
O	3.3049	8.3858	16.0996	-0.0007	-0.0004	0.0012
O	0.8757	7.4461	22.7304	0.003	-0.0014	0.0026
O	-2.1092	3.5359	17.5073	-0.0001	0	0.0028
O	1.292	1.7801	16.4802	-0.0003	-0.0006	0.0026
O	4.7305	13.9723	19.233	0.0003	0.0016	0.004
O	12.8906	6.2405	15.8691	-0.0001	0.0006	0.0018
O	6.1768	3.8918	17.189	-0.0015	-0.0004	0.0018
O	6.7712	1.4067	9.9776	0.0006	-0.0017	0.0077
O	2.6052	4.6753	20.2	-0.0022	-0.0038	0.0044
O	5.6397	1.1212	13.8106	0.0001	0.0005	0.0013
O	11.5198	9.1241	18.1124	0	0	0.003
O	1.5865	8.1407	14.021	0.0004	0	0.0028
O	0.6178	5.5451	13.7615	-0.0004	-0.0003	-0.0003
O	13.9375	10.4056	18.2593	0.0001	0.0004	0.0012
O	7.2319	6.5728	18.9091	-0.0016	-0.0016	0.0054
O	1.4538	6.9693	10.0317	0.0005	0.0002	0.0109
O	1.2153	10.4038	15.2889	-0.0003	0.0001	0.0021
O	5.7401	8.4807	15.0648	0.0001	0.0002	0.0004
O	2.0822	3.7959	14.9369	-0.0001	0.003	-0.0025
O	9.6529	1.1374	12.1156	-0.0003	0.0036	0.0044
O	7.213	7.5998	21.3295	0.0031	0.0009	0.0061
O	5.3861	11.4254	18.9853	0.0017	0.001	0.0018
O	11.2835	5.1214	21.4799	-0.0066	0.008	0.014
O	4.9951	6.2173	20.3205	0.0044	0.0003	0.0048
O	4.4632	9.2267	20.162	-0.0008	-0.0015	0.0025
O	2.762	18.1523	19.7488	-0.0054	0.0028	0.0014
O	7.8797	6.796	16.1804	-0.0007	-0.0007	0.0004
O	9.3228	6.4077	22.5323	-0.0082	-0.009	0.0005
O	9.0561	6.1592	13.6307	0.0001	-0.0001	0.0007
O	9.6253	6.055	18.0658	0.0011	-0.0008	0.0032
O	-0.5632	12.1944	14.6001	0.0002	0.0014	0.002
O	8.0942	10.9966	14.0146	-0.0042	0.0006	0.0026
O	5.1877	-0.4317	10.9643	0.0022	0.003	-0.0016
O	6.8865	2.114	20.3846	0.0012	0	0.0022
O	0.24	4.177	18.905	0.0034	-0.0021	0.0062
O	6.9096	5.0168	21.3806	-0.0007	-0.0006	0.0042

Results
free energy: -137507.236 eV
free energy less fixed offsets of O -568.88, Si -635.61 eV per atom: 1.464 eV

The program warned: the cutoff lies below the one the program advises for these potential files; the forces do not sum to zero within the program's tolerance; the exchange-correlation potential is rough where the density is thin.
